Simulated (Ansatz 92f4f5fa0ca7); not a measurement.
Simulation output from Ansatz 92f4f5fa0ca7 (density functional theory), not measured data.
Periodic cell of 224 atoms, Si133O90H1, from a study of silicon, its oxide and their interface. The atomic structure is a simulated model.
Doubt: the cutoff is far below the 930 eV that the study's wrapper takes by default for these files, so forces and energies are approximate.
This geometry differs little from another in the collection (a relaxation step or a small displacement).

Settings
functional: PBE
potential files: Ansatz PAW
basis: plane waves
wave-function cutoff: 580 eV
density cutoff ratio: 5
exchange-correlation grid ratio: 1
k mesh: 1 x 1 x 1, Gamma-centred
self-consistency stop: 5e-08 eV per atom in the density residual
occupations: fixed
spin: none
net charge: +1 e, with a uniform compensating background and no finite-size correction

Cell vectors (angstrom)
a	10.938	0	0
b	0	10.938	0
c	0	0	32.3794

Atoms and the computed forces on them: element, x, y, z (angstrom), force x, y, z (eV/angstrom)
Si	0.4718	-0.5476	24.808	0.0266	-0.0256	-0.0389
Si	5.5713	-0.278	24.9646	0.0075	-0.0093	0.0474
Si	2.5884	2.9469	24.9945	-0.0119	0.0083	-0.0027
Si	8.075	2.9656	24.7127	0.0022	-0.0068	0.036
Si	0.3629	5.2354	24.8837	-0.0271	0.0047	0.0712
Si	4.8598	6.0227	24.8729	-0.023	0.0149	0.0116
Si	2.7182	8.2368	25.3594	0.0006	0.011	0.0495
Si	7.9608	8.5569	24.7782	-0.0095	0.0156	0.0048
Si	1.381	1.2723	26.1389	-0.0024	0.0122	0.0182
Si	6.7957	1.45	26.0784	0.0058	0.0026	-0.0143
Si	4.0776	4.2247	26.258	-0.0026	0.0057	0.0165
Si	9.5711	4.1321	26.1325	0.0298	-0.0158	-0.006
Si	1.2851	6.7834	26.4081	0.0091	-0.0107	-0.0163
Si	6.7813	6.8912	26.0575	0.0065	0.003	0.015
Si	4.1765	9.6008	26.5096	0.0057	-0.0058	-0.0125
Si	9.5952	9.5858	26.147	-0.025	0.0061	0.0139
Si	2.7176	0.052	27.6563	0.0059	-0.0174	-0.0114
Si	8.2024	0.0652	27.5133	-0.0057	-0.0003	-0.0091
Si	-0.0124	2.6971	27.5249	-0.0163	0.0225	-0.0168
Si	5.462	2.7746	27.5517	0.0051	-0.0082	-0.0025
Si	2.7155	5.4666	27.6904	0.0004	0.0131	-0.0132
Si	8.1743	5.5029	27.5035	-0.0005	-0.0083	-0.0021
Si	-0.0835	8.2248	27.6277	0.0176	-0.0063	-0.0049
Si	5.5452	8.1456	27.6615	-0.0111	0.0097	-0.0035
Si	4.1018	1.3673	28.9612	0.111	0.5525	0.1393
Si	9.5708	1.3673	28.9612	-0.07	0.0915	-0.2284
Si	1.3673	4.1018	28.9612	-0.3137	-0.5645	0.127
Si	6.8362	4.1018	28.9612	0.1272	0.1595	-0.3758
Si	4.1018	6.8362	28.9612	0.1706	-0.0701	0.4985
Si	9.5708	6.8362	28.9612	-0.6048	-0.0987	0.047
Si	1.3673	9.5708	28.9612	-0.2028	0.0085	0.075
Si	6.8362	9.5708	28.9612	0.5179	0.2378	-0.0691
Si	0	0	30.3284	-0.0145	-0.06	0.0018
Si	5.469	0	30.3284	0.0564	0.0307	-0.0664
Si	2.7345	2.7345	30.3284	0.0144	0.0148	0.0506
Si	8.2035	2.7345	30.3284	0.0771	0.0193	-0.0497
Si	0	5.469	30.3284	-0.0795	-0.1473	-0.0569
Si	5.469	5.469	30.3284	-0.0832	0.0072	0.033
Si	2.7345	8.2035	30.3284	0.0862	-0.0093	-0.0214
Si	8.2035	8.2035	30.3284	0.0649	0.0566	0.0526
Si	1.3673	1.3673	31.6957	0.0363	0.0043	-0.029
Si	6.8362	1.3673	31.6957	-0.0508	-0.0086	-0.0267
Si	4.1018	4.1018	31.6957	-0.0062	-0.0091	-0.0044
Si	9.5708	4.1018	31.6957	-0.0052	0.0701	0.0012
Si	1.3673	6.8362	31.6957	0.0073	0.0153	-0.042
Si	6.8362	6.8362	31.6957	-0.0309	0.0236	-0.0281
Si	4.1018	9.5708	31.6957	-0.0663	0.026	-0.0251
Si	9.5708	9.5708	31.6957	0.0111	-0.0326	-0.0081
Si	2.7345	0	0.6835	0.038	-0.0187	0.017
Si	8.2035	0	0.6835	0.0092	-0.0116	0.0032
Si	0	2.7345	0.6835	0.017	-0.0219	0.0176
Si	5.469	2.7345	0.6835	0.0029	0.0063	0.0299
Si	2.7345	5.469	0.6835	0.0197	0.0039	0.0135
Si	8.2035	5.469	0.6835	0.019	-0.0325	0.0131
Si	0	8.2035	0.6835	0.0055	0.0193	0.0303
Si	5.469	8.2035	0.6835	-0.0137	-0.0361	0.0233
Si	4.1018	1.3673	2.0507	-0.1269	-0.0619	-0.0239
Si	9.5708	1.3673	2.0507	-0.0067	-0.0173	0.013
Si	1.3673	4.1018	2.0507	0.0033	0.0346	0.0143
Si	6.8362	4.1018	2.0507	-0.0689	0.0511	-0.0303
Si	4.1018	6.8362	2.0507	-0.0112	-0.0146	0.0404
Si	9.5708	6.8362	2.0507	-0.046	-0.0231	-0.0124
Si	1.3673	9.5708	2.0507	0.0257	-0.0327	0.0046
Si	6.8362	9.5708	2.0507	0.0386	0.1038	0.0154
Si	0	0	3.418	-0.1129	-0.0399	-0.2697
Si	5.469	0	3.418	0.2444	0.1812	0.1132
Si	2.7345	2.7345	3.418	0.1839	-0.1094	-0.2717
Si	8.2035	2.7345	3.418	-0.0601	0.0385	0.4091
Si	0	5.469	3.418	-0.2853	-0.1772	0.0748
Si	5.469	5.469	3.418	0.2514	-0.1352	-0.3094
Si	2.7345	8.2035	3.418	-0.1109	0.0692	-0.112
Si	8.2035	8.2035	3.418	-0.0134	-0.1877	-0.0321
Si	1.3045	1.4099	4.7484	0.0322	0.0089	-0.0138
Si	6.8484	1.3654	4.8548	-0.018	-0.0054	0.0051
Si	4.1785	4.0367	4.7414	-0.0112	-0.0186	0.0171
Si	9.5475	4.1098	4.8482	0.0058	0.0012	0.0019
Si	1.3709	6.8157	4.7567	-0.0119	-0.0168	0.0084
Si	6.8483	6.8014	4.7835	0.0107	-0.0137	0.0253
Si	4.1323	9.5431	4.7547	0.0338	0.0098	0.0022
Si	9.5583	9.588	4.7765	-0.0033	-0.0042	0.0104
Si	2.8446	0.1148	6.0091	-0.2284	-0.1771	0.1314
Si	8.1704	-0.0765	6.227	0.0064	0.0176	-0.0345
Si	-0.069	2.6829	6.2192	-0.0107	0.0326	-0.0347
Si	5.5388	2.784	6.2782	0.0056	0.0192	0.0162
Si	2.7127	5.344	5.9843	0.0133	0.0128	-0.0248
Si	8.2016	5.4916	6.2742	-0.0281	0.0095	0.0015
Si	-0.0508	8.1157	6.1389	-0.0054	-0.0225	-0.0091
Si	5.413	8.1123	6.1189	0.001	0.0241	-0.0733
Si	3.8363	1.6888	7.4652	0.0572	0.0208	0.0056
Si	9.807	1.0131	7.5426	0.0055	-0.0277	0.0853
Si	1.5813	3.8654	7.3911	0.0112	0.0007	0.0309
Si	6.5845	4.4536	7.6926	0.0239	-0.0019	-0.0193
Si	4.1811	6.504	7.3326	-0.023	-0.0628	0.0559
Si	9.3057	7.1176	7.615	0.0096	0.0021	0.0226
Si	1.11	9.8997	7.0116	0.1935	0.0983	-0.1722
Si	6.9429	9.243	7.46	0.0237	-0.0157	0.0852
O	11.0171	5.9016	23.4055	0.001	0.0032	-0.0172
O	4.5431	0.0365	23.7185	-0.0108	0.0114	-0.0094
O	8.1125	8.1956	8.048	-0.0303	0.0083	-0.0222
O	2.6859	2.7619	7.9421	-0.0241	0.0372	0.0091
O	7.1673	4.0822	23.9025	-0.0065	0.0092	-0.002
O	1.6804	9.2662	24.5612	0.0026	-0.0056	0.0105
O	5.3663	5.5309	7.928	-0.0196	0.0119	-0.001
O	0.1167	-0.0773	7.8591	-0.0645	0.0476	0.0256
O	7.0478	4.1743	9.263	-0.0026	-0.0045	-0.004
O	6.0222	9.8831	8.6682	0.0604	-0.0031	-0.0343
O	10.1	6.5686	8.9546	0.0058	-0.0071	-0.008
O	3.3655	9.4459	9.0063	0.063	0.0102	0.0565
O	4.3646	0.9777	8.8422	-0.0024	-0.0033	-0.0213
O	1.0475	4.6868	8.6999	-0.0031	-0.0044	-0.0047
O	9.2711	1.3992	9.0354	-0.0017	0.0052	-0.0358
O	3.2531	6.8829	8.6356	0.0229	-0.0476	-0.068
O	7.4093	6.244	22.2803	0.0031	0.006	0.0101
O	8.8818	2.1478	23.5297	0.0062	0	-0.0082
O	5.1073	5.5061	23.336	0.0035	-0.0015	0.0048
O	3.3371	2.4109	23.627	0.0011	-0.0011	0.0128
O	10.9323	-0.2416	23.2575	-0.0034	0.0061	0.0207
O	3.7411	7.2098	24.5444	-0.0052	-0.0038	-0.0221
O	1.4431	4.0406	24.55	0.0194	-0.0036	-0.0171
O	6.7561	9.644	24.4084	0.0173	0.0008	-0.0126
Si	14.6466	1.071	22.7796	0.0067	-0.008	-0.0169
Si	-1.2666	2.5999	22.1701	-0.0038	0.0008	-0.0162
Si	0.7345	11.547	22.0622	0.0031	-0.0003	-0.0163
Si	11.6419	0.7807	14.9351	0.0018	0.0042	0.0015
Si	5.9085	-0.6547	12.0527	0.0117	-0.0068	0.0231
Si	11.6738	15.7551	12.6386	0.0015	-0.0008	0.018
Si	9.4041	1.5757	10.6606	-0.007	0.0043	0.0217
Si	5.2951	4.0459	20.0102	0.0013	-0.0038	-0.0042
Si	9.9331	8.0463	13.4853	0.0104	0.0018	0.0008
Si	10.4497	-2.9695	16.4702	0.0027	-0.0015	0.011
Si	10.8344	5.2759	9.6677	-0.0076	0.009	0.0129
Si	-0.27	5.4608	21.8634	-0.0023	0.0018	-0.0141
Si	8.6447	-1.2748	11.479	0.0147	0.0111	0.0339
Si	8.8096	5.0598	13.1859	0.0002	0.0031	0.0173
Si	7.2775	3.5752	15.6007	0.0055	0.0077	0.002
Si	12.3015	6.0442	15.3768	0.0014	0.0026	0.0098
Si	5.7161	5.6833	17.3582	0.003	0.0033	0.0114
Si	4.6501	10.4109	9.3827	-0.1302	-0.0542	-0.0416
Si	13.4444	1.4717	18.7021	0.007	0.003	0.0002
Si	9.6977	0.7729	19.8451	0.0002	0.0023	-0.005
Si	-1.0696	2.2766	16.9716	0.0036	-0.0004	0.0088
Si	12.6451	9.9007	17.1869	-0.002	-0.0002	0.0099
Si	5.1844	1.122	20.0681	0.0014	0.0002	-0.0057
Si	3.6091	7.7577	16.4368	0.0042	0.0033	0.0039
Si	13.0467	4.1306	20.0376	-0.0003	0.0019	-0.0072
Si	-3.5761	9.6795	19.8066	0.007	0.0046	-0.0061
Si	8.4258	7.4479	21.9161	-0.0018	-0.0022	-0.0124
Si	2.6008	2.4318	13.3677	-0.0014	-0.0028	0.0092
Si	5.6903	-1.4182	14.9009	0.0007	0.0031	0.0173
Si	2.8991	8.0297	9.7157	0.0274	0.0733	0.0432
Si	-3.5166	-2.6376	17.0643	0.005	0.0016	0.0118
Si	0.8507	11.6547	11.9703	0.0058	-0.0087	0.0083
Si	6.5051	4.9799	22.7019	0.0068	-0.0055	-0.0245
Si	1.6313	-7.1296	17.2205	0.0011	0.0038	0.007
Si	11.2549	8.8436	10.9618	0.0097	0.0158	0.0295
Si	5.4726	1.4351	14.1044	0.0033	0.0029	0.021
Si	8.145	4.0688	10.4664	-0.0072	-0.004	0.0148
O	8.1917	2.5715	11.0902	0.0073	-0.0092	-0.0115
O	5.7674	-1.7029	13.2884	0.0041	-0.0003	-0.0014
O	9.8536	1.5349	18.4198	0.0007	-0.0009	0.0019
O	3.7037	-6.6448	20.3934	0.0011	0.0012	0.0066
O	-1.252	8.9181	10.4435	0.0033	0.0093	0.0153
O	0.12	0.2053	20.5974	-0.0014	-0.0005	0.0064
O	1.2694	8.072	9.8842	0.0406	0.0007	-0.0226
O	15.1134	2.3942	13.7777	0.0037	0.0007	-0.0061
O	18.0228	-1.27	11.0907	0.0183	-0.0021	0.0083
O	12.5411	0.1835	18.2659	0.0019	-0.0013	-0.0016
O	10.9959	6.4228	16.3087	0.0037	0.0029	-0.0026
O	10.4009	-2.3852	14.9451	-0.002	-0.0018	-0.0095
O	7.9403	4.5008	14.4244	-0.002	-0.0066	0.0046
O	13.296	12.2264	12.2176	0.0025	0.0077	-0.0023
O	6.8247	6.7997	16.9976	0.0015	-0.001	-0.0029
O	11.1627	11.2455	13.4372	0.0049	0.0075	0.0009
O	12.9917	4.6676	15.9055	0.0012	-0.0007	0.0018
O	19.7076	-0.5096	19.5554	-0.006	-0.0021	0.0031
O	0.3084	13.1109	22.3351	0.0013	-0.0026	0.0163
O	6.1086	0.8361	12.7081	0.0119	0.001	-0.0011
O	5.6923	2.5513	19.4374	-0.0015	0.0013	0.0045
O	-1.9373	1.82	20.902	0.0027	-0.0009	0.0112
O	5.1506	0.1307	15.0652	0.0028	0.0027	-0.0029
O	7.9621	5.075	11.7485	-0.0005	0.0043	-0.0016
O	12.6099	2.0853	14.6723	-0.0005	-0.0029	-0.001
O	6.1905	4.1536	21.3577	0.0012	0.0043	0.0125
O	1.8131	4.749	18.5514	0.0017	-0.0017	-0.0048
O	0.9728	10.3312	11.0397	-0.0114	-0.0113	-0.0067
O	3.8985	0.7466	19.1358	0.0007	0.0027	0.0031
O	11.3867	8.8984	17.4098	0.0048	0.0023	-0.0004
O	11.5184	5.5079	11.1414	0.0053	0.0013	-0.0137
O	10.9468	12.8229	11.1427	-0.0028	0.0033	-0.0127
O	3.0567	-1.9604	17.3928	-0.0001	0.0011	-0.0007
O	6.1072	4.4132	16.3887	0.0042	-0.0001	-0.0061
O	-2.2158	8.1803	23.3606	0.0006	-0.0041	0.0034
O	1.0185	16.8695	13.7922	0.0033	0.0033	-0.0001
O	10.1946	4.1706	12.9913	0.0038	0.0011	-0.0073
O	5.747	5.1533	18.9007	0.001	0.0022	-0.0014
O	9.6126	4.2038	21.9118	0.0003	-0.0029	0.0124
O	4.2605	6.4348	17.1563	0.0041	0.0014	-0.0007
O	3.6381	7.7955	11.1446	-0.1146	0.4234	-0.1147
O	4.6856	-0.5079	10.9954	0.0193	0.0006	0.0346
O	7.6638	8.5058	20.9185	0.0015	0.0022	0.0078
O	1.8795	2.4667	19.8926	0.0005	0.0028	0.0037
O	9.0109	-2.8842	17.1762	-0.0056	0	-0.0002
O	-1.1259	6.7655	21.2894	0.0002	0.0013	0.0108
O	-2.1632	-1.8734	12.9744	-0.004	0.0202	-0.0507
O	9.0919	0.2644	11.5301	-0.0122	-0.0339	-0.0143
O	-0.6068	12.1417	15.8155	0.0033	0.0011	-0.004
O	4.6719	8.4065	15.4295	0.0038	0.004	0.0021
O	8.4338	2.9738	16.6015	-0.0015	0.0033	-0.0045
O	2.3902	-3.6563	15.4849	0.0033	0.0003	-0.0032
O	-4.7064	10.8141	20.183	0.0019	-0.0009	0.0043
O	9.6227	4.2016	9.7736	0.0077	0.0061	-0.0138
O	13.5445	2.4893	17.4036	-0.0005	0.0012	0.0007
O	2.3461	0.3902	22.1745	-0.0008	-0.0001	0.0126
O	11.1933	8.1426	12.43	-0.0068	0.0052	-0.0133
O	6.5779	2.3223	14.8583	0.0009	0.0045	-0.0018
O	-1.7179	6.5883	13.5261	0.0041	0.0067	-0.0061
O	0.0565	3.4401	17.0677	0.0076	0.0038	-0.0018
O	12.0214	4.9437	21.052	0.0053	-0.002	0.0072
O	4.6913	1.4888	21.5729	0	0.0016	0.0087
O	7.0695	-1.7065	15.7509	0.0039	0.0002	-0.0017
O	12.5305	-0.3708	15.6859	0.0015	0.0009	-0.0013
O	6.8517	-1.9279	18.4143	0.002	-0.0025	0.0001
O	12.9754	3.8276	12.7041	0.0026	0.0013	-0.0061
H	3.9644	6.9262	11.3844	0.1083	-0.4145	0.0935

Results
free energy: -135753.874 eV
free energy less fixed offsets of H -15.97, O -568.88, Si -635.61 eV per atom: -2.574 eV

The program warned: the cutoff lies below the one the program advises for these potential files; the exchange-correlation potential is rough where the density is thin.
